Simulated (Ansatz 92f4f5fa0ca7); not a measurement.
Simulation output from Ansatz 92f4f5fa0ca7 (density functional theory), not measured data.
Periodic cell of 259 atoms, Si144O115, from a study of silicon, its oxide and their interface. The atomic structure is a simulated model.
This geometry differs little from another in the collection (a relaxation step or a small displacement).

Settings
functional: r2SCAN
potential files: Ansatz PAW
basis: plane waves
wave-function cutoff: 800 eV
density cutoff ratio: 5
exchange-correlation grid ratio: 1
k mesh: 1 x 1 x 1, shifted by 0.5 0.5 0 of a step
self-consistency stop: 1e-10 eV per atom in the density residual
occupations: fixed
spin: none
net charge: 0

Cell vectors (angstrom)
a 10.88 0 0
b 0 10.88 0
c -1.4169 -0.3912 36.8586

Atoms: element, x, y, z (angstrom)
Si 7.77 14.063 -9.9741
Si 6.8862 16.0164 -4.7797
Si -1.9876 7.3564 -4.7408
Si -0.8386 11.1898 18.4386
Si -2.5276 10.7989 -1.9931
Si 4.2049 9.8976 -5.1757
Si 7.0246 14.9009 -2.0507
Si -0.8043 15.2201 -8.081
Si 3.0461 11.1634 0.0129
Si 5.2903 13.3483 0.082
Si 2.6403 5.3118 0.101
Si 5.9166 8.5441 0.1975
Si -3.2552 10.2653 0.1462
Si 10.9929 14.3825 -0.3879
Si 8.2352 16.6414 0.2357
Si -0.3118 7.8168 0.1256
Si 1.3938 12.1784 1.2973
Si 4.0976 14.9146 1.3979
Si 1.3747 6.7968 1.4046
Si 4.1419 9.5504 1.3371
Si 6.8114 12.1234 1.3669
Si 9.5303 15.0581 1.3408
Si 6.7811 17.7835 1.592
Si -1.4311 9.4504 1.3969
Si -0.0113 10.8642 2.6614
Si 2.671 13.598 2.7323
Si 0.0121 5.4524 2.7868
Si 2.7482 8.1883 2.6855
Si 5.4267 10.8859 2.8031
Si 8.2242 13.5504 2.6235
Si 5.4068 16.3065 2.7617
Si 8.1905 8.1805 2.921
Si 1.3661 9.5256 4.0335
Si 4.0421 12.247 4.0923
Si 1.3541 4.0788 4.1294
Si 4.0596 6.8107 4.1009
Si 6.787 9.5509 4.1915
Si -1.3393 12.2304 4.0618
Si 6.8375 14.9172 4.0085
Si -1.3287 17.6618 4.1702
Si 2.7041 10.8723 5.4213
Si 5.4544 13.6013 5.3961
Si 2.7104 5.4566 5.4775
Si 5.4251 8.1481 5.4922
Si -2.702 10.9156 5.4875
Si -0.0051 13.5836 5.4652
Si -2.7318 16.2759 5.4237
Si 0.041 8.1745 5.4379
Si 1.3709 12.2114 6.8007
Si 4.1144 14.9525 6.7755
Si 1.3546 6.8319 6.831
Si 4.0482 9.5376 6.808
Si 6.7885 12.2798 6.8111
Si -1.3789 14.9646 6.8032
Si 6.8062 6.7515 6.7985
Si -1.3237 9.5073 6.7929
Si 0.0393 10.8369 8.163
Si 2.7508 13.5847 8.1234
Si -0.0396 5.476 8.1564
Si 2.6976 8.1995 8.1878
Si 5.4222 10.9016 8.1464
Si 8.1381 13.6428 8.1724
Si 5.4451 16.2903 8.172
Si 8.2051 8.1068 8.1189
Si 1.3531 9.5105 9.6256
Si 4.0759 12.2507 9.5582
Si 1.3641 14.9737 9.4036
Si 4.0624 6.8017 9.4559
Si 6.818 9.4787 9.3817
Si -1.3445 12.2327 9.4036
Si 6.804 14.9847 9.5968
Si -1.3644 6.806 9.6082
Si 2.7255 10.9008 10.963
Si 5.4307 13.6153 10.9383
Si 2.6503 16.3587 10.7737
Si 5.4832 8.1321 10.7425
Si -2.7017 10.8472 10.68
Si 0.0221 13.5927 10.7127
Si 8.1432 16.3477 11.0109
Si -0.0176 8.157 11.0322
Si 1.3276 12.3489 12.2324
Si 3.2138 7.7194 13.3816
Si 1.3436 6.7103 12.3578
Si 4.1765 9.4597 12.1473
Si -4.0141 12.1355 12.1015
Si 7.4799 12.1855 17.0576
Si 6.7552 6.907 12.326
Si -1.4302 9.6335 12.2373
Si 4.027 15.0853 12.1628
Si -2.2933 13.0549 13.3696
Si 5.5638 9.3894 -10.4108
Si 4.4004 15.3165 18.1162
Si 3.4901 10.747 21.3644
Si -1.3153 14.8462 12.1674
Si 7.0804 7.6501 18.0234
Si -0.4527 11.4217 13.4631
Si 6.8583 14.0103 19.4439
Si 7.3458 13.6618 15.2884
Si 0.4173 4.7984 13.52
Si -1.8754 13.7988 -2.6155
Si 0.4023 9.8736 16.0165
Si 4.1934 5.7814 23.2094
Si 4.2437 13.4063 15.7752
Si 5.3139 10.6428 15.6097
Si -2.4329 8.7307 -11.5484
Si 1.8381 10.67 -9.9654
Si 4.8769 16.8761 13.4518
Si 0.1995 6.7849 20.5412
Si 4.1522 7.228 -1.9027
Si 7.2358 9.9057 -4.5574
Si 3.9567 6.8642 -9.5653
Si 2.0408 8.0013 -11.7016
Si -2.181 8.1766 15.5653
Si 3.0927 11.6824 -7.5638
Si -1.9057 16.1913 18.8939
Si 2.9615 8.6328 23.7261
Si 3.2063 8.4065 15.6085
Si 6.1251 12.2841 21.9977
Si -2.2787 6.0627 -12.9878
Si -1.8524 13.9049 -12.5301
Si -0.3128 7.2252 -7.3887
Si -1.1429 9.448 20.6774
Si -3.2074 8.7524 13.5103
Si 3.2228 6.026 20.3337
Si 2.7255 13.4839 -10.9762
Si 2.3077 14.1458 13.4273
Si 0.5634 11.8339 20.9523
Si 2.5347 9.7091 -2.6189
Si -0.9323 5.9793 23.2129
Si -1.575 16.0334 15.8629
Si -0.793 9.8297 -9.0911
Si 5.1896 15.3621 -11.0315
Si -0.3923 13.705 23.3095
Si -0.1758 8.7875 -2.7538
Si 5.9479 10.4063 13.3876
Si 4.4291 6.8164 -5.0093
Si 5.1659 8.5536 20.2091
Si -2.6188 11.3094 -6.9321
Si 4.714 6.1301 16.5798
Si 1.3807 14.2074 -8.2543
Si 2.4222 6.0266 -6.9743
Si -2.0857 14.0888 -5.7313
Si 5.8668 11.9333 -8.5407
Si 7.1861 9.3775 22.303
O -2.0126 12.7768 -6.6719
O -1.4935 6.777 -0.3272
O 4.1644 12.278 -0.4183
O 3.6245 10.1914 -3.6968
O 1.478 15.2518 -0.5696
O -1.9941 12.314 -1.9913
O -0.5845 14.4366 -1.8537
O 7.2943 14.7357 -5.7023
O 2.8663 6.9964 -10.7516
O 0.5142 12.878 0.0786
O -1.2438 16.0015 17.4329
O 2.9679 13.8855 14.9189
O -1.3501 9.269 -10.4957
O 5.4944 7.8709 -1.253
O 4.5591 9.2557 15.9655
O -2.2829 9.5114 -12.9642
O -1.3104 9.8839 -2.5122
O -0.2139 15.6675 15.0623
O 0.308 8.2529 -1.3096
O 0.1517 11.0864 14.9696
O 5.6944 13.8136 15.1046
O 4.0524 13.9674 17.2844
O -2.5054 10.5176 -5.5341
O 4.3327 7.1764 20.0463
O 5.7238 15.0689 19.0226
O -1.8378 11.9053 17.3948
O 7.3907 16.1345 -1.0612
O 4.5703 11.8586 21.8503
O 4.9283 8.1531 -9.5945
O 7.9274 6.5547 18.877
O 5.0167 5.632 15.0592
O -2.622 14.8254 19.4006
O 7.6413 8.3476 -4.4373
O -2.2884 8.9057 21.663
O -0.6522 8.72 15.6203
O -1.4615 7.4677 -6.2681
O 4.4246 12.4858 -8.0561
O 8.0703 8.4773 17.0418
O -2.0702 6.5846 15.3403
O 1.8937 9.2752 15.947
O 1.9018 14.2241 -9.798
O -1.8361 13.0588 23.7159
O -0.3061 8.2272 20.0432
O 7.996 15.1065 15.6589
O 5.7831 10.1666 -5.1658
O 2.8707 8.478 -13.0072
O 7.0341 9.0012 -10.87
O 6.2816 15.4656 -3.3807
O 5.0364 16.0974 -12.4754
O -2.5861 5.8845 -4.4584
O 5.9699 13.9433 -1.2735
O 6.2678 8.6282 19.0234
O 0.7685 7.1562 -12.2455
O -1.7462 10.2374 19.3933
O 6.7577 15.0432 -10.7839
O -1.0848 15.1197 -6.4688
O -1.8538 15.5123 -12.3913
O -1.8868 10.5698 -8.1616
O 0.1576 13.0571 21.9289
O -0.1663 10.4737 21.4715
O -0.0321 6.704 22.1175
O -0.1818 8.5715 -8.2754
O 3.9312 7.3515 23.5213
O 6.6962 11.4169 -7.2724
O 6.3797 13.0034 23.4155
O 5.9614 8.5586 21.6272
O 4.1 8.316 -5.5438
O 4.7153 9.7471 -11.7338
O 4.4618 6.7859 -3.4061
O 3.1036 9.7114 22.547
O 2.1634 11.5531 20.9062
O 0.2168 10.3728 17.536
O 5.8378 6.144 -5.4918
O 2.5276 11.8849 -10.785
O 2.7242 10.4974 -8.6198
O 3.0048 8.3435 -1.9101
O 6.0432 6.905 17.0558
O 2.1182 13.821 -12.4158
O 1.0978 6.9024 -6.6707
O 1.7652 6.6842 20.2331
O 1.7209 9.3255 -10.8427
O 1.8836 12.7923 -7.5467
O 6.8153 12.7757 18.4093
O -1.6058 13.7549 -4.2211
O -0.5345 15.3012 23.2057
O -2.137 14.7986 -8.9192
O -2.34 7.1357 -11.7862
O 3.2716 15.7462 19.2035
O 7.034 10.9479 21.9412
O -0.6316 5.9506 -8.3528
O -2.5096 6.1148 22.8583
O 5.599 10.7084 -9.5271
O 5.7909 5.575 23.0722
O 4.2674 14.0162 -10.9814
O 6.5872 13.3634 20.8901
O 2.353 10.7586 -1.4086
O 6.5971 10.8834 16.6019
O -2.13 13.3211 -11.0438
O 3.5894 5.9772 -1.0516
O 6.7883 13.0384 -9.2362
O -0.6617 5.6066 19.8653
O 4.7535 5.4925 -9.8504
O 4.1685 9.8446 20.1811
O 0.3193 10.9526 -9.4671
O 7.19 10.6279 -3.112
O 3.251 5.8971 -5.6002
O 3.2792 6.7859 -8.1159
O 2.1158 15.4014 -7.4434
O 4.2028 11.7985 15.863
O 0.0095 12.1527 19.4456
O -0.7599 7.6411 -3.726
O 1.1388 9.469 -3.4033
O 3.4233 10.8959 -6.1851
O 3.3814 7.0901 16.5656
O 3.4848 16.277 21.8054

Results
free energy: -157703.783 eV
free energy less fixed offsets of O -570.45, Si -639.56 eV per atom: -5.393 eV

Forces (eV/angstrom), in the order of the atoms: element, x, y, z
Si -0.0116 -0.0031 -0.0571
Si -0.0049 -0.002 0.0301
Si 0.0126 0.0094 0.0249
Si 0.0044 -0.0044 0.0011
Si -0.0084 -0.0024 0.0786
Si 0.0056 0.0094 0.0259
Si -0.0059 0.0037 0.0661
Si -0.0096 0.0088 -0.0064
Si 0.0047 -0.0019 0.046
Si -0.0084 -0.0092 0.0463
Si -0.0076 0.0002 0.0448
Si -0.0006 0.0084 0.0398
Si 0.0072 0.0068 -0.0204
Si 0.0015 0.0108 0.0584
Si 0.0142 0.0087 0.0497
Si -0.004 -0.0114 0.0597
Si 0.0102 -0.0112 0.0239
Si 0.002 0.0015 -0.0067
Si -0.0009 0.004 -0.0073
Si 0.0026 -0.0011 -0.0078
Si 0.0062 0.0062 -0.0036
Si -0.0009 -0.0018 -0.013
Si 0.0009 0.0002 -0.0137
Si 0.0037 0.0056 -0.0053
Si 0.0035 0.0048 -0.0043
Si -0.0023 -0.0006 -0.0048
Si 0.0028 0.0001 -0.0004
Si 0.0018 -0.0023 0.0037
Si -0.0038 -0.0025 0.0028
Si 0.0016 -0.0037 -0.0005
Si -0.0046 0.0017 0.0018
Si 0.0008 -0.0014 0.0011
Si -0.0003 0.0011 0.0028
Si 0.0025 0.0009 0.0006
Si -0.0005 0.0002 0.0017
Si 0.0002 0.0012 0.0028
Si 0.0012 0.0013 -0.0001
Si 0.0012 0.0003 0.0004
Si -0.0007 0.0006 0.0001
Si 0.002 0.001 -0.0008
Si 0.0002 0.0009 -0.0001
Si -0.0001 -0.0009 0.0029
Si -0.0002 0.0011 0.0014
Si -0.0006 0.0003 0.0018
Si -0.0004 0.0025 0.0028
Si -0.0005 -0.0011 0.0025
Si -0.0009 -0.0002 0.0008
Si 0.0029 -0.0011 0.0018
Si -0.0003 0.0003 0.0019
Si 0.0003 -0.0002 0.0013
Si -0.001 0.0005 0.0015
Si -0.0011 -0.001 0.0032
Si 0.0009 0.0013 0.0023
Si 0.0014 0.0001 0.0017
Si -0.0013 0 0.0021
Si 0 0.002 0.0023
Si 0.0011 0.0008 0.0017
Si -0.0005 -0.001 -0.0002
Si -0.0026 -0.0003 0.0029
Si -0.0014 0.0017 0.002
Si -0.0005 0.0016 0.0046
Si 0.0008 0.0011 0.0027
Si 0.0003 -0.0003 0.0025
Si 0.0011 -0.0007 0.0028
Si -0.0012 0.0025 0.0015
Si 0.0007 0.0015 0.0029
Si 0.0013 -0.0023 -0.001
Si 0.0008 0.0012 0
Si 0.0036 -0.003 -0.0034
Si -0.0006 0.0003 -0.0016
Si 0.0026 -0.0014 0.0016
Si 0.0016 -0.0003 0.0001
Si 0.0003 0.0001 0.0019
Si -0.0031 -0.0019 0.005
Si -0.0004 0.0023 0.0025
Si -0.0017 0.0032 0.0063
Si -0.0014 0.0048 0.002
Si 0.0001 -0.0004 0.0061
Si 0.003 0.002 0.0021
Si -0.0033 -0.0017 0.0036
Si 0.0025 -0.0043 -0.0087
Si 0.0032 -0.0016 -0.0166
Si 0.0023 -0.0044 -0.0019
Si 0.0036 -0.0005 -0.008
Si -0.0001 -0.0031 -0.0099
Si 0.0103 0.0093 -0.0034
Si -0.0061 -0.0003 -0.0018
Si 0.0034 0.0052 -0.0086
Si -0.0008 0.0019 -0.0079
Si 0.0122 -0.0076 -0.0045
Si 0.0104 -0.0058 -0.0456
Si 0.0017 0.0202 0.0039
Si 0.0019 0.0037 -0.0365
Si -0.0018 -0.0082 -0.0074
Si 0.0085 0.0007 0.0313
Si 0.0026 -0.0047 0.0335
Si -0.0004 0.0198 -0.0101
Si -0.0209 0.0094 0.0286
Si -0.0167 0.0097 0.0432
Si 0.0202 0.0053 0.0523
Si 0.0043 -0.0132 0.031
Si -0.0048 0.0059 -0.0529
Si 0.0199 -0.0153 0.0282
Si -0.018 0.0069 0.0309
Si 0.0002 -0.0076 -0.0512
Si 0.0022 -0.0082 -0.0366
Si -0.0033 -0.0062 0.0428
Si -0.0044 -0.0148 -0.0361
Si 0.0083 0.0011 0.0831
Si -0.0064 0.0175 0.0393
Si 0.0065 -0.0033 -0.0559
Si -0.0106 -0.0134 -0.0582
Si 0.0267 -0.0178 0.051
Si 0.0136 -0.0008 -0.0191
Si 0.0083 -0.0038 -0.0056
Si 0.0074 -0.0011 -0.0518
Si -0.0012 0 0.0425
Si -0.0022 0.0006 -0.0418
Si -0.0029 0.0103 -0.0431
Si -0.0019 -0.0082 -0.0599
Si 0.0037 0.0016 -0.0133
Si 0.0041 0.0066 -0.0271
Si -0.0025 0.005 -0.013
Si -0.0057 -0.005 -0.0232
Si 0.019 0.0075 -0.0493
Si 0.0187 -0.0083 0.0355
Si -0.0096 0.0039 -0.0351
Si -0.0098 0.0149 0.0682
Si 0.0087 0.0177 -0.043
Si -0.0132 0.0102 0.0216
Si -0.0071 0.0027 -0.0449
Si -0.001 0.0032 -0.0428
Si -0.0098 -0.0216 -0.0567
Si -0.0071 0.0133 0.0536
Si 0.0052 0.0066 -0.0056
Si -0.0067 -0.0011 0.0012
Si 0.003 -0.0051 -0.0228
Si -0.0057 -0.0024 -0.0134
Si -0.0316 -0.0256 0.0356
Si 0.012 0.0004 -0.01
Si 0.0112 0.0065 -0.0132
Si 0.0103 -0.0095 0.0132
Si -0.0019 0.0021 -0.0297
Si 0.0026 -0.0066 -0.0391
O 0.0021 0.0024 0.0028
O -0.0004 -0.0016 -0.0156
O 0.0028 0.0029 -0.0169
O 0.0051 0.0034 -0.0305
O -0.0076 -0.007 -0.0274
O -0.0041 -0.0055 -0.023
O -0.0197 -0.0051 -0.0462
O -0.0044 0.0001 -0.0021
O 0.0132 -0.0086 0.0339
O -0.0105 0.0104 -0.0315
O -0.0053 -0.001 -0.0046
O -0.0311 0.0185 -0.0522
O -0.0006 0.0032 0.0292
O -0.0102 -0.0203 -0.0503
O -0.0007 -0.0003 -0.0208
O 0.0013 -0.0062 0.0268
O 0.0245 -0.0222 -0.037
O 0.0197 0.0007 -0.0553
O 0.0073 0.0196 -0.0732
O -0.0176 0.0093 -0.0427
O -0.0158 -0.0045 -0.0115
O -0.0013 -0.021 -0.0058
O 0.0005 0.0016 -0.0043
O 0.0053 0.0051 0.0132
O -0.0034 0.0035 -0.0055
O -0.0174 -0.0027 -0.0082
O -0.0139 -0.029 -0.0548
O 0.002 0.0012 0.0117
O -0.0019 -0.0038 0.0143
O 0.0046 0.0024 -0.0037
O -0.0024 0.0044 -0.078
O 0.0118 0.0111 -0.0036
O -0.0004 -0.0114 -0.0131
O -0.0046 0.0003 0.0109
O -0.019 -0.0063 -0.0161
O -0.0014 -0.001 -0.0023
O -0.0029 -0.0052 0.0056
O 0.0085 0.0051 -0.0345
O 0.0095 0.0078 0.0031
O -0.012 -0.0022 -0.0109
O -0.0126 0.0075 0.0237
O -0.0092 -0.0002 0.0153
O -0.0035 0.0044 0.0067
O 0.0224 -0.0112 -0.0128
O -0.0011 -0.0029 -0.0057
O -0.0047 0.0024 0.0194
O -0.0159 0.0104 0.0107
O -0.0068 0.0103 -0.0432
O -0.0045 -0.0125 0.0294
O -0.0052 -0.0031 -0.0151
O 0.0255 0.0182 -0.0562
O 0.0019 0.0075 0.0058
O 0.0061 0.0137 0.0273
O 0.0035 -0.0022 0.012
O 0.0036 -0.0087 0.0254
O 0.0015 0.0044 0.0032
O 0.0004 -0.0112 0.0185
O -0.0032 0.0037 0.0104
O -0.0022 0.0042 0.0232
O -0.0021 -0.0023 0.0141
O 0.0025 -0.0071 0.0298
O 0 -0.0106 0.0158
O -0.0032 0.0042 0.0254
O 0.0114 -0.0019 0.022
O 0.0094 0.01 0.0357
O 0.0031 0.0078 0.0208
O 0.0002 -0.0006 -0.0077
O 0.013 0.0062 0.0367
O 0.0061 -0.0068 -0.0624
O -0.0004 -0.0136 0.0312
O 0.0035 -0.0029 0.0069
O -0.0045 -0.0017 -0.0123
O 0.0078 -0.0014 -0.003
O -0.0037 -0.0233 0.0266
O 0.0038 -0.0082 0.0151
O -0.0131 0.0071 -0.0084
O 0.0145 0.011 -0.0174
O 0.0134 -0.0083 0.0284
O -0.004 0 0.0026
O -0.0008 -0.0046 0.0087
O -0.008 0.0263 0.0392
O -0.0007 0.0007 0.0075
O 0.0027 -0.0363 -0.0153
O -0.0023 0.0019 -0.0406
O 0.0066 0.0081 0.0123
O 0.02 0.0052 0.0313
O 0.0026 0.009 0.0231
O -0.0013 0.0028 0.0141
O 0.0026 -0.0002 0.0097
O 0.0006 -0.0109 0.0066
O -0.0016 -0.0013 0.0156
O -0.0012 0.0042 0.0119
O 0.0055 0.0015 0.0156
O 0.0001 -0.0019 0.0169
O -0.0063 -0.0027 0.0273
O -0.0074 -0.0203 -0.0663
O 0.0086 -0.0086 -0.001
O -0.0056 0.003 0.0331
O 0.0166 0.0221 -0.0492
O -0.0008 -0.005 0.0137
O -0.0092 0.0086 0.018
O -0.0088 0.0132 0.0203
O -0.003 0.0039 0.0109
O -0.0048 0.0004 0.0156
O -0.0056 -0.0031 -0.0425
O -0.0025 -0.0003 -0.003
O -0.016 -0.0084 0.0254
O -0.0106 -0.0009 0.0004
O 0.0084 -0.0182 -0.0186
O -0.0012 -0.0115 0.009
O -0.0141 0.0015 -0.0157
O -0.0044 -0.0006 -0.0173
O -0.0045 -0.0022 0.002
O -0.0031 0.0172 -0.0223
O 0.0087 0.0021 0.0333

The program warned: the cutoff lies below the one the program advises for these potential files; the forces do not sum to zero within the program's tolerance; empty levels may hold ghost states of the PAW files; the exchange-correlation potential is rough where the density is thin.
